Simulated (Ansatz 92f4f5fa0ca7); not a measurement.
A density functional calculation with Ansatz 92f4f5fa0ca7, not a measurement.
Periodic cell of 226 atoms, Si133O92P1, from a study of silicon, its oxide and their interface. The atomic structure is a simulated model.
Doubt: the cutoff is far below the 930 eV that the study's wrapper takes by default for these files, so forces and energies are approximate.
This geometry differs little from another in the collection (a relaxation step or a small displacement).

Settings
functional: PBE
potential files: Ansatz PAW
basis: plane waves
wave-function cutoff: 580 eV
density cutoff ratio: 5
exchange-correlation grid ratio: 1
k mesh: 1 x 1 x 1, Gamma-centred
self-consistency stop: 5e-08 eV per atom in the density residual
occupations: fixed
spin: none
net charge: +1 e, with a uniform compensating background and no finite-size correction

Cell vectors (angstrom)
a  10.938  0  0
b  0  10.938  0
c  0  0  31.9494

Atoms and the computed forces on them: element, x, y, z (angstrom), force x, y, z (eV/angstrom)
Si  10.6258  -0.0013  24.4158  -0.0019  0.0089  0.0082
Si  5.0756  0.1219  24.6637  -0.0044  0.0031  0.0077
Si  2.8212  2.291  24.5285  0.006  -0.0086  0.0084
Si  8.5691  2.4361  24.5605  0.0056  -0.0019  0.0119
Si  10.7075  5.586  24.3332  -0.0066  0.0016  0.0072
Si  5.1563  5.6133  24.4468  0.001  0.0103  0.0106
Si  2.9865  7.9552  24.4038  0.0061  -0.0046  0.0146
Si  8.4166  7.8294  24.4158  0.0026  -0.0087  0.0031
Si  1.292  1.1286  25.8403  -0.0012  0.0008  0.0023
Si  6.815  1.3276  25.7387  0.0002  -0.0006  -0.0005
Si  3.9843  4.0092  25.7302  -0.0004  -0.0001  0.0013
Si  9.6879  4.0212  25.8525  -0.0005  -0.0037  0.0023
Si  1.3361  6.7952  25.6691  0.0035  0.0006  -0.0014
Si  6.8025  6.721  25.7513  -0.0022  -0.0012  0.0035
Si  3.9984  9.4661  25.9592  0.0049  -0.0018  -0.0011
Si  9.4824  9.4387  25.8023  0.0033  0.0003  0.0018
Si  2.6333  -0.1346  27.2924  0.0024  0.0027  -0.0048
Si  8.1389  -0.0685  27.1431  0.0001  0.0019  0.002
Si  0.0781  2.6517  27.2114  -0.0022  -0.0014  -0.004
Si  5.4509  2.7199  27.1101  -0.0007  -0.0013  0.0021
Si  2.6646  5.4156  27.1062  0.0009  0.0031  0.0039
Si  8.1898  5.3666  27.1335  0.0043  0.0043  -0.0032
Si  0.0107  8.1512  27.1341  -0.0052  -0.0029  0.0037
Si  5.5107  8.1401  27.1819  -0.0043  -0.0024  -0.0034
Si  4.0856  1.3259  28.4962  0  0.002  -0.0012
Si  9.544  1.3138  28.5055  -0.0001  -0.0021  -0.0023
Si  1.3881  4.0658  28.5636  0.008  -0.0029  0.008
Si  6.8072  4.0584  28.5242  -0.002  -0.0024  0.0009
Si  4.0796  6.775  28.4882  -0.0003  -0.0049  -0.0052
Si  9.5558  6.7769  28.4843  0.0032  -0.002  -0.006
Si  1.2918  9.4792  28.6327  -0.0089  -0.006  0.0202
Si  6.8233  9.5364  28.5622  0.0022  -0.0017  0.0074
Si  -0.0447  -0.0199  29.9358  0.0003  -0.0129  -0.0037
Si  5.4511  -0.014  29.8973  0.0035  0.0011  -0.0017
Si  2.7708  2.7136  29.9007  0.0011  0.0101  -0.0029
Si  8.1867  2.6998  29.8757  -0.0061  0  0
Si  -0.0175  5.4358  29.8923  -0.0023  0.0011  -0.0014
Si  5.4543  5.4459  29.8883  -0.0027  -0.0059  0.0004
Si  2.7393  8.1411  29.9131  -0.0091  0.0047  -0.0034
Si  8.2198  8.1717  29.8826  0.0001  0.0068  0.0004
Si  1.3678  1.3765  31.2557  -0.0016  0.0029  -0.0021
Si  6.8214  1.3668  31.2617  0.0045  -0.003  0.0039
Si  4.1152  4.0828  31.2794  -0.0025  -0.0021  0.0007
Si  9.5467  4.0773  31.2557  0.0052  0.0001  -0.0021
Si  1.3545  6.807  31.273  0.0037  -0.0029  0.0038
Si  6.8236  6.8404  31.247  0.0015  0.0039  -0.0009
Si  4.0899  9.5601  31.2652  0.0011  -0.002  -0.0015
Si  9.5481  9.5424  31.2906  0.0005  0.0048  0.0011
Si  2.7434  0.0229  0.6759  -0.0065  -0.0037  0.0038
Si  8.1979  0.0138  0.6732  -0.0007  -0.0013  0.0022
Si  0.0087  2.7508  0.6897  -0.001  -0.0001  0.0056
Si  5.486  2.7475  0.7116  -0.0018  0.0024  -0.0018
Si  2.7372  5.4598  0.6797  0.0016  0.0019  0.0019
Si  8.2027  5.4875  0.6624  -0.0008  -0.0005  0.0052
Si  0.0165  8.2108  0.705  -0.002  0.002  0.0012
Si  5.4795  8.2252  0.6954  -0.0016  -0.0008  0.0034
Si  4.1024  1.387  2.0709  0.0021  0.0047  0.0005
Si  9.5918  1.3579  2.0415  -0.0057  -0.0042  0.0035
Si  1.3624  4.1455  2.0687  0.0012  0.0024  0.0015
Si  6.8431  4.1596  2.0511  0.0064  -0.0076  0.003
Si  4.0872  6.8513  2.0391  -0.0099  -0.0053  0.0049
Si  9.5761  6.8412  2.0573  0.0045  0.0072  0.0037
Si  1.3744  9.6259  2.0539  0.0022  -0.007  0.0059
Si  6.838  9.6346  2.0584  0.0152  0.0048  0.0053
Si  0.0424  0.0458  3.4753  -0.0041  0.0039  0.0163
Si  5.4824  0.0467  3.46  -0.0021  -0.0163  0.0018
Si  2.7212  2.7761  3.4133  -0.0122  0.0042  -0.0055
Si  8.2534  2.7851  3.3456  0.0063  0.0008  -0.0151
Si  0.0091  5.5176  3.4788  0.0033  -0.0088  0.013
Si  5.4712  5.5371  3.4263  -0.0013  0.0124  -0.0017
Si  2.7387  8.2621  3.3974  -0.001  0.004  0.0018
Si  8.2416  8.2732  3.3853  -0.0133  0.0017  -0.013
Si  1.3699  1.473  4.8567  -0.0038  -0.017  0.0135
Si  6.9088  1.4798  4.7277  0.0025  0.0096  -0.0058
Si  4.0638  4.1687  4.7552  0.0018  -0.0148  -0.0089
Si  9.6017  4.0732  4.7908  0.0104  0.0031  0.0125
Si  1.3691  6.9758  4.8339  0.0423  -0.0387  -0.0351
Si  6.8232  7.0081  4.7352  0.012  -0.0061  0.0053
Si  4.1098  9.5659  4.7979  -0.0092  0.0057  0.0035
Si  9.6191  9.5826  4.8306  -0.0187  0.0533  -0.0378
Si  2.7659  0.0388  6.1162  -0.0136  0.0085  0.0112
Si  8.2905  0.1219  6.1048  0.0198  -0.011  0.0081
Si  0.0182  2.8095  6.3348  0.0075  0.0162  -0.0081
Si  5.5146  2.85  6.0756  0.007  0.0103  0.0115
Si  2.767  5.6074  6.1544  -0.0376  0.0222  -0.0043
Si  8.246  5.6055  5.933  -0.0063  -0.0084  -0.0042
P  0.0477  8.3092  6.3188  0.0268  0.0174  0.0766
Si  5.5054  8.3134  6.2549  -0.0018  0.0062  -0.0093
Si  4.4079  1.2043  7.3363  -0.0245  -0.0089  -0.0348
Si  9.8021  1.151  7.6292  0.0036  -0.0037  -0.0527
Si  1.1898  4.5288  7.5151  -0.0239  -0.0042  -0.0659
Si  6.656  4.5483  7.2612  0.0152  -0.0164  -0.0456
Si  4.3409  6.7062  7.563  -0.002  0.0033  -0.0139
Si  9.722  6.6234  7.4563  -0.0141  -0.0084  -0.0426
Si  1.3065  9.9669  7.7002  -0.0054  0.0692  -0.1321
Si  6.7084  9.9957  7.4385  0.0084  0.002  -0.0087
O  9.5845  1.2377  23.9848  -0.0019  -0.0033  0.0016
O  4.1031  6.8033  23.9495  -0.0038  -0.0003  0.0018
O  4.0116  1.2364  24.0332  0.001  0.0025  0.0035
O  9.5339  6.697  23.9008  0.0011  0.0034  0.0075
O  0.0085  5.6379  7.9715  0.0168  -0.0023  0.0281
O  5.5553  0.1559  7.9249  0.016  -0.0085  0.006
O  0.0474  0.032  8.1106  -0.008  -0.0276  0.0408
O  5.5563  5.6199  7.8969  -0.0165  0.0081  0.0054
O  7.6484  3.9597  8.4138  0.0159  -0.0113  0.0348
O  8.769  7.1673  8.6776  -0.0286  0.0278  0.0518
O  2.156  9.4008  9.0021  0.0353  -0.0491  0.0716
O  8.905  1.6713  8.9352  -0.015  0.0104  0.0224
O  7.6245  9.5492  8.7357  0.0057  -0.0102  0.0178
O  3.5452  1.8473  8.5691  -0.0079  0.014  0.028
O  3.5803  7.2001  8.9595  -0.0068  0.0118  0.0216
O  2.0516  4.0514  8.8386  0.0249  -0.0121  0.0417
O  8.138  3.4932  23.3658  -0.0148  0.0123  -0.0165
O  0.4519  4.9313  22.9571  0.0102  -0.0152  -0.0119
O  1.8986  2.7412  23.2475  -0.0165  0.0135  -0.0188
O  5.8321  4.9101  23.1185  0.0144  -0.0143  -0.0125
O  5.5251  9.9785  23.5141  0.0143  -0.0119  -0.0162
O  2.4455  8.6941  23.0256  -0.0139  0.0124  -0.0175
O  0.1904  10.0633  23.0897  0.013  -0.0107  -0.0148
O  7.7872  8.5732  23.0782  -0.014  0.0135  -0.0096
Si  8.6612  7.6966  18.4423  -0.0003  0.0002  -0.0051
Si  8.787  6.3592  13.6387  -0.0026  -0.0002  0.0104
Si  3.7967  1.5363  14.7414  -0.0014  0.0012  0.0079
Si  2.1402  5.7482  17.6315  -0.0035  -0.0014  -0.0021
Si  2.4177  3.1424  19.492  -0.0063  0.0029  -0.002
Si  9.8175  9.0376  12.1022  -0.0019  -0.0048  0.0032
Si  1.3318  9.42  22.0744  0.0014  -0.0006  0.021
Si  9.1731  0.9701  13.2061  -0.0013  0.0034  0.012
Si  1.427  5.053  13.038  0.0034  -0.0013  0.0145
Si  1.7956  8.2555  12.8377  0.0033  -0.0014  0.0034
Si  6.6487  9.5507  22.4278  0.0021  -0.0047  0.0147
Si  4.5298  4.6008  15.7117  0.001  0.0026  0.0037
Si  8.2248  3.0231  9.5955  -0.0052  -0.007  -0.034
Si  0.8427  8.2456  19.2624  0.0008  0.0047  0.0006
Si  6.9497  1.3482  21.0931  0.0024  -0.0006  -0.0029
Si  8.2405  8.3718  9.6801  0.0028  -0.0222  -0.0496
Si  10.8907  5.2031  15.6161  0.001  0.0018  0.0019
Si  7.5699  9.498  16.3196  -0.0002  -0.0021  0.0028
Si  9.9308  2.0556  20.3002  0.0001  0.0022  -0.0027
Si  3.218  8.4894  9.9309  -0.0108  -0.0008  -0.0339
Si  6.6963  3.3449  17.4082  0.0001  0.002  0.0022
Si  1.1668  0.21  19.8033  0.0018  -0.0032  -0.005
Si  3.2337  2.8116  12.309  0.003  -0.0025  0.0007
Si  7.2207  5.3914  19.6829  0.0019  -0.0061  0.0005
Si  5.7543  8.6696  11.5418  0.0094  -0.0064  -0.0038
Si  5.7864  6.0699  13.2036  0.0032  0.0007  0.0068
Si  4.6362  9.7037  17.6298  -0.0006  -0.0019  0.0006
Si  1.0214  3.5963  22.1722  0.0029  0.0081  0.0211
Si  4.8985  1.4836  18.8018  0.0033  -0.0012  -0.0028
Si  3.1808  3.1008  9.5324  -0.0074  -0.005  -0.0379
Si  6.454  10.8174  13.7928  -0.0012  -0.0014  0.0078
Si  10.3508  0.1196  15.977  0.0021  0.0033  0.0024
Si  5.6594  3.658  11.1556  0.0052  -0.0094  -0.0017
Si  9.8498  3.9032  11.9157  -0.0059  -0.0019  -0.0016
Si  2.3455  9.9244  15.5589  -0.0006  -0.0019  0.0031
Si  6.0788  8.1178  19.8021  -0.0015  0.0048  -0.0008
Si  6.9354  3.971  22.372  -0.001  0.0048  0.0146
Si  9.753  2.7764  17.3706  0.0021  0.0015  0.0043
O  7.1957  6.3768  13.9731  0.0018  0.0003  -0.0065
O  1.8851  7.059  18.6781  0.0024  -0.0047  0.0036
O  10.2865  4.0371  16.5305  -0.0016  -0.0019  -0.0008
O  6.1654  9.958  17.0497  0.0019  -0.0015  -0.0027
O  10.1501  0.71  14.4716  0.0045  -0.0042  0.0009
O  8.4481  6.1139  18.8558  0.0021  0.0031  0.0036
O  5.169  0.6799  14.4244  -0.0026  0.0009  -0.0059
O  5.7145  2.0549  17.5184  0.0013  0.0013  -0.0015
O  8.3476  1.9396  20.5594  0.0056  0.0003  0.006
O  1.9937  4.2985  18.4038  0.0016  0.0053  -0.0002
O  6.9634  2.8114  10.6234  -0.0186  0.0009  0.0113
O  4.8688  2.6997  12.2066  -0.007  -0.004  -0.002
O  6.0335  4.3915  16.3424  0.0007  -0.0005  -0.003
O  4.5652  3.9143  9.926  0.0118  0.004  0.0094
O  10.6885  2.7725  21.5596  -0.0093  -0.0098  -0.0031
O  9.7282  6.1608  14.9666  0.0054  -0.0028  0.0001
O  6.0101  6.4824  19.841  -0.0001  -0.0001  0.0063
O  4.0836  0.1693  18.2828  0.0003  -0.0017  0.0034
O  9.2609  10.5591  12.2771  -0.0004  0.0092  -0.0077
O  2.8584  4.3562  12.7098  -0.0055  0.0057  -0.009
O  1.9112  10.7044  21.213  -0.0005  0.009  -0.0052
O  3.9954  2.7215  19.3851  0.0022  -0.0023  0.006
O  0.73  10.0428  15.9616  -0.0008  0.0002  -0.0037
O  1.2778  9.8035  18.8373  0.0001  -0.0015  0.0009
O  1.7119  1.6647  19.2733  0.0021  0.0008  0.0056
O  8.9392  10.3928  16.4941  -0.0016  -0.0016  -0.0011
O  4.8771  8.5799  18.7944  -0.0032  0.0018  0.0002
O  9.5889  8.7627  10.4993  0.013  0.0075  0.0168
O  6.7489  4.0836  18.8556  -0.001  -0.0046  -0.0003
O  2.8426  1.7115  13.4098  0.001  -0.0049  -0.0006
O  5.8287  8.7665  21.2681  -0.0048  -0.0109  -0.011
O  2.5358  2.4515  10.8802  -0.0016  -0.0045  0.024
O  7.6192  4.8466  21.1724  0.003  0.0104  -0.011
O  5.2171  7.4738  12.5391  -0.0017  -0.0075  -0.0037
O  0.4337  9.0679  12.5189  0.0045  0.0002  -0.0088
O  7.5793  1.0602  13.5734  -0.0015  -0.0023  -0.0095
O  7.112  9.6321  14.7424  0.0028  -0.0025  0.0007
O  8.9785  5.0372  12.6916  -0.0029  0.0094  -0.0037
O  8.0961  8.037  16.9119  -0.0019  0.0027  -0.0036
O  6.2127  2.5726  21.9047  -0.0003  -0.0105  0.0021
O  2.4671  9.0683  14.1179  0.0021  0.0074  0.0027
O  0.4319  4.4936  11.8672  0.0065  0.0038  -0.0048
O  0.8161  8.3149  20.9359  -0.0035  -0.0081  -0.0108
O  9.4032  3.8363  10.3498  0.0174  0.0082  0.0169
O  9.6537  2.3887  12.5291  -0.0006  -0.0093  -0.0049
O  7.6225  8.5607  19.3942  0.005  -0.0015  0.0054
O  2.5403  8.1807  11.372  -0.0156  -0.0026  0.0239
O  3.9821  3.0592  15.3678  0.0009  0.0019  -0.0037
O  0.8327  4.4851  14.4422  -0.0046  -0.001  -0.0003
O  10.0482  2.9979  18.9619  -0.0004  0.0029  -0.0044
O  9.1365  7.807  12.9462  -0.0012  -0.0076  -0.0043
O  10.5137  0.5359  20.0786  0.0019  -0.0017  0.0068
O  6.0302  5.0411  11.9306  -0.0007  0.015  0.0019
O  8.1544  2.7402  17.0124  -0.0008  -0.0001  -0.0012
O  3.5369  5.4786  16.727  -0.0004  0.0005  0
O  4.6653  9.1274  10.3756  0.0093  0.001  0.0025
O  1.5435  6.674  13.1857  -0.0017  -0.0026  -0.0106
O  4.7593  5.4911  14.3414  -0.0038  -0.0047  -0.0004
O  2.0485  3.8531  20.9238  0.0094  -0.0039  -0.0104
O  10.5527  1.4122  16.953  -0.0001  -0.0005  -0.0008
O  0.9523  6.0718  16.5535  0.0013  0.0003  -0.0004
O  7.329  10.9511  21.9446  0.001  0.011  0.0017
O  5.9352  0.9114  19.9152  -0.0103  -0.001  -0.0031
O  6.0788  10.0258  12.3967  0.0036  0.0136  0.0019
O  2.8499  0.5466  15.6113  -0.0017  -0.0024  -0.0026
O  7.0549  8.0157  10.7486  -0.0194  0.0046  0.0074
O  10.2468  8.0157  18.6878  -0.0039  -0.0021  0.0043
O  3.4459  9.195  16.5844  0.0015  -0.0003  -0.0021

Results
free energy: -137633.875 eV
free energy less fixed offsets of O -568.88, P -755.39, Si -635.61 eV per atom: -5.395 eV

The program warned: the cutoff lies below the one the program advises for these potential files; the forces do not sum to zero within the program's tolerance; the exchange-correlation potential is rough where the density is thin.
